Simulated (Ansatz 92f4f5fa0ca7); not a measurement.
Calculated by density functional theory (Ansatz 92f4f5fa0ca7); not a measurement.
Periodic cell of 122 atoms, Si78O44, from a study of silicon, its oxide and their interface. The atomic structure is a simulated model.

Settings
functional: r2SCAN
potential files: Ansatz norm-conserving
basis: plane waves
wave-function cutoff: 1300 eV
density cutoff ratio: 4
exchange-correlation grid ratio: 1
k mesh: 2 x 2 x 1, shifted by 0.5 0.5 0.5 of a step
self-consistency stop: 5e-08 eV per atom in the density residual
occupations: Fermi-Dirac, 0.05 eV
spin: none
net charge: 0

Cell vectors (angstrom)
a 10.88 0 0
b 0 10.88 0
c 0 0 17.8421

Atoms and the computed forces on them: element, x, y, z (angstrom), force x, y, z (eV/angstrom)
Si -0.0877 0.2709 0.0156 -0.0552 0.2876 -0.7612
Si 3.0909 2.4803 0.4741 0.1113 0.1014 -1.0488
Si -0.1634 5.9432 -0.0578 0.126 -0.0997 -0.4677
Si 3.1629 7.9749 0.0352 0.124 -0.1037 -0.58
Si 5.3777 0.4835 0.4752 0.0526 0.3699 -0.9737
Si 8.6934 2.594 0.3397 0.018 0.0381 -0.7917
Si 5.3066 5.6262 -0.041 -0.2387 -0.039 -0.6695
Si 8.3225 8.1078 -0.291 0.1308 -0.0458 -0.2281
Si 1.4614 1.2572 1.5826 -0.117 0.0723 -0.2968
Si 4.1978 4.1891 1.5552 0.0592 -0.0505 -0.3179
Si 1.4402 6.9639 1.3674 0.0231 -0.0999 -0.1135
Si 4.2169 9.5533 1.49 -0.0532 -0.0558 -0.2989
Si 6.9751 1.5766 1.7052 0.1723 0.0836 -0.2178
Si 9.7943 4.2285 1.5232 0.013 0.0538 -0.2832
Si 6.8984 6.8542 1.253 -0.0385 -0.1212 -0.2389
Si 9.5267 9.5667 1.2621 -0.1374 0.0284 -0.2488
Si 0.1388 2.7428 2.8815 0.0185 0.1798 0.0511
Si 2.7631 -0.1205 2.9033 -0.0995 -0.0516 0.1049
Si 0.0281 8.2576 2.7482 -0.0538 0.0467 -0.1021
Si 2.7137 5.5082 2.7981 -0.0787 -0.0799 -0.1268
Si 5.5232 2.8598 2.9604 -0.0295 0.1444 0.2358
Si 8.2261 -0.0366 2.8205 0.0495 -0.0957 -0.0693
Si 5.5702 8.1603 2.7876 0.1263 -0.1228 -0.056
Si 8.2182 5.4896 2.7672 -0.0885 -0.0496 -0.0903
Si 1.4168 4.1394 4.2236 0.0498 -0.2294 0.0025
Si 4.1397 1.3143 4.1896 0.1157 0.1166 0.0409
Si 1.3323 9.5089 4.2614 0.1307 0.0289 -0.0288
Si 4.1196 6.8255 4.1444 -0.0722 -0.0295 -0.0436
Si 6.8614 4.1916 4.2699 -0.1514 -0.0504 -0.0579
Si 9.5776 1.3202 4.1713 0.0178 0.018 -0.0445
Si 6.8675 9.5018 4.2138 -0.0049 -0.0305 0.1035
Si 9.5534 6.8672 4.1414 -0.0287 -0.0173 0.0196
Si -0.0324 -0.0365 5.6431 0.0667 0.0745 0.0562
Si 2.6888 2.63 5.484 0.0069 0.2282 0.0288
Si 0 5.4879 5.5475 0.0075 -0.1024 -0.0812
Si 2.7299 8.1281 5.5392 -0.1561 0.0336 0.0318
Si 5.4419 -0.0951 5.6127 0.0402 -0.0562 -0.0366
Si 8.0958 2.5983 5.4675 -0.0092 0.1016 -0.0466
Si 5.3916 5.4637 5.5965 0.0049 0.0273 0.0813
Si 8.1879 8.151 5.6107 -0.0084 -0.0383 -0.0606
Si 1.3988 1.291 6.9499 0.1141 0.0823 0.0646
Si 3.9236 4.0257 6.8431 0.0067 -0.1589 -0.1967
Si 1.3203 6.9037 6.9552 0.0867 -0.0236 0.0227
Si 4.0512 9.3929 7.0048 0.1834 0.0256 0.1234
Si 6.7711 1.2809 6.9737 0.0847 -0.0545 0.087
Si 9.4795 3.9536 6.6929 0.0335 -0.1902 -0.2178
Si 6.765 6.8173 6.9574 -0.1197 0.1597 -0.0205
Si 9.4903 9.4906 7.0674 -0.1091 0.1618 0.154
Si -0.1069 2.6537 8.1121 0.0147 0.1165 0.1796
Si 2.6562 -0.1829 8.3836 -0.0465 0.0787 0.1227
Si -0.0365 8.1714 8.5027 0.0377 0.0942 0.3637
Si 2.6119 5.433 8.2034 -0.0252 -0.0339 0.3118
Si 5.1343 2.519 8.1384 0.0491 -0.0056 0.4231
Si 8.1156 -0.0459 8.5128 -0.0094 0.1664 0.2456
Si 5.4199 8.0965 8.5053 0.1828 0.0361 0.2149
Si 8.104 5.222 8.0037 -0.1605 -0.0791 0.1632
Si 0.8078 4.4056 9.3305 0.1149 -0.1396 0.9681
Si 4.0989 0.9638 9.8001 0.1773 0.1354 0.2516
Si 1.1756 9.7674 10.0395 -0.0228 0.0411 0.2778
Si 4.3205 6.2737 9.6243 -0.0297 -0.3582 0.793
Si 6.4548 4.0342 9.2076 -0.1853 -0.275 1.0056
Si 9.8177 1.1779 9.7171 0.0229 0.0754 0.5513
Si 6.5348 9.7152 9.9977 -0.2395 0.233 0.1661
Si 9.4629 6.4477 9.3879 -0.0265 -0.315 0.8786
Si 1.5828 4.0528 15.9706 0.0905 -0.175 0.2581
Si -3.3574 7.4536 11.7574 0.1533 -0.2701 0.0823
Si 7.2251 4.0963 15.8024 0.0466 -0.1962 0.1269
Si 7.8863 2.7269 11.6027 -0.1123 -0.0298 -0.2382
Si 4.5006 6.6195 12.566 0.0102 -0.2834 0.1844
Si 8.7268 5.2136 13.3449 0.2862 -0.2327 -0.0341
Si 3.8099 14.7321 13.8577 -0.1342 0.0367 -0.024
Si 12.7794 -0.9229 15.6662 -0.0224 0.0413 0.2253
Si 6.8341 10.2685 15.7411 0.0461 0.3787 0.0714
Si 13.6185 9.2594 12.9286 0.0455 0.0331 0.0116
Si 7.8885 12.5305 14.1712 0.1666 0.0942 -0.0929
Si 2.1054 2.6655 11.6778 -0.1174 0.2158 -0.2457
Si 10.7344 3.0533 13.7417 -0.0568 0.0868 0.0307
Si 15.0159 11.4683 14.4015 0.1571 0.1899 -0.0372
O 0.5784 -0.3316 -1.4073 -0.0663 0.0369 0.5681
O 6.4561 -0.0154 -0.6554 -0.1928 -0.0752 -0.0546
O 6.9502 2.6994 -2.8395 0.1042 0.112 -0.0385
O 3.0755 3.6751 -5.3949 -0.0233 -0.0962 0.2261
O -1.3417 6.9895 -0.7033 0.0619 -0.1982 0.5107
O 5.8945 4.8218 -1.4199 -0.0807 0.3518 0.6996
O 2.5381 8.7622 -1.2659 0.044 -0.0392 0.1874
O 4.1861 6.7714 -0.5729 -0.0573 0.1479 0.7917
O 4.31 1.5665 -0.252 -0.1083 -0.3413 1.1604
O 3.6516 -0.2514 -4.7766 -0.2005 -0.0682 0.2179
O 11.6345 5.345 -1.3228 -0.4203 0.0645 0.386
O 9.4115 2.1693 -3.8481 -0.159 0.0177 -0.1071
O 0.589 3.0833 -2.6736 0.066 0.1437 -0.1104
O 9.6771 1.4514 -0.4222 -0.0729 0.1032 0.8497
O 12.5222 9.3334 -3.6768 0.2957 0.2111 0.1126
O 5.4872 -0.2556 14.8429 0.0903 -0.0844 0.1824
O -3.3586 8.808 16.1746 0.386 -0.318 0.6771
O 5.3388 -0.0237 10.3917 -0.0145 -0.1347 -0.3533
O 3.0466 1.5099 11.0009 0.4716 -0.1575 -0.3787
O 1.963 9.2771 11.4619 -0.3231 0.2496 -0.4535
O 0.104 11.0215 10.3723 -0.1502 -0.1643 -0.501
O 3.6974 6.4383 11.1551 0.2743 0.0107 -0.5359
O 8.0318 5.0983 14.8146 -0.0857 -0.1342 -0.0421
O 8.5456 6.7795 12.8954 -0.2906 0.1654 -0.3365
O 5.5366 5.1882 9.9554 -0.208 0.0983 -0.8108
O 8.0036 4.2015 12.2858 0.1039 -0.0429 0.1449
O 12.3562 3.5335 10.5086 -0.0014 -0.0749 0.0427
O 6.857 13.828 10.3962 0.2183 0.2572 -0.206
O 7.2828 9.0559 11.3803 -0.3526 0.1702 -0.5394
O 10.5912 5.4219 10.1176 -0.0309 0.0649 -1.1317
O 8.2266 6.9088 10.3975 0.3938 -0.0511 -0.108
O 2.8511 4.4215 15.0368 -0.1137 -0.107 -0.0563
O -7.1887 7.9222 13.1923 -0.0969 0.0957 -0.2279
O 7.2869 1.6215 12.6515 0.2092 0.2586 0.0989
O 2.1505 3.1806 17.1834 0.0826 0.0142 0.1724
O 9.2708 2.1227 10.9794 0.0571 -0.2541 -0.3513
O 6.044 6.9766 12.2092 0.2281 0.1679 -0.0808
O 4.667 5.2426 13.5023 -0.1575 0.1469 -0.196
O 10.267 4.6058 13.3877 -0.1815 -0.1831 0.0405
O 8.1638 3.6455 17.0302 -0.0706 -0.1868 0.0451
O 11.7481 2.2972 12.6954 0.1424 0.1461 -0.0952
O 15.1745 13.1379 14.216 -0.1466 -0.1661 -0.0696
O 13.8396 11.1953 15.5082 -0.0124 -0.2086 -0.2042
O 7.9747 0.2114 14.9067 -0.3453 -0.0756 0.2502

Results
free energy: -29613.887 eV
free energy less fixed offsets of O -463.61, Si -117.95 eV per atom: -14.947 eV
pressure: -3.47 GPa
stress xx, yy, zz, yz, xz, xy (GPa, positive in tension): 3.17, 4.55, 2.68, -1.67, -2.09, -3.07
